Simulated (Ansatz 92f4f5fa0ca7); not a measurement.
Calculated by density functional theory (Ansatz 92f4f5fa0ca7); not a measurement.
Periodic cell of 213 atoms, Si132O79H1N1, from a study of silicon, its oxide and their interface. The atomic structure is a simulated model.
Doubt: the cutoff is far below the 930 eV that the study's wrapper takes by default for these files, so forces and energies are approximate.
This geometry differs little from another in the collection (a relaxation step or a small displacement).

Settings
functional: PBE
potential files: Ansatz PAW
basis: plane waves
wave-function cutoff: 580 eV
density cutoff ratio: 5
exchange-correlation grid ratio: 1
k mesh: 1 x 1 x 1, Gamma-centred
self-consistency stop: 5e-08 eV per atom in the density residual
occupations: fixed
spin: none
net charge: 0

Cell vectors (angstrom)
a, 10.938, 0, 0
b, 0, 10.938, 0
c, 0, 0, 31.1811

Atoms and the computed forces on them: element, x, y, z (angstrom), force x, y, z (eV/angstrom)
Si, -0.4849, 0.2974, 23.8189, 0.0152, -0.0104, -0.0082
Si, 6.1593, -0.4387, 23.5901, -0.0057, 0.0102, -0.0119
Si, 2.2497, 3.2469, 23.8885, 0.005, -0.004, -0.009
Si, 8.8203, 2.158, 23.9211, -0.0051, 0.0074, -0.0078
Si, 0.4416, 4.8603, 24.0047, -0.0025, 0.0029, -0.0151
Si, 5.0989, 5.9936, 23.6555, 0.0162, -0.0087, -0.0095
Si, 3.3297, 7.7211, 23.7771, -0.0177, -0.0018, -0.0134
Si, 7.9177, 8.7419, 23.7802, 0.0068, -0.0143, -0.0069
Si, 1.3762, 1.3103, 24.938, -0.0027, -0.0062, 0.0045
Si, 6.9157, 1.3028, 25.0129, -0.0038, 0.0016, 0.0084
Si, 4.1511, 4.1739, 24.94, -0.001, 0.0016, 0.0038
Si, 9.6039, 3.9806, 25.1885, -0.0076, -0.0008, 0.0101
Si, 1.4525, 6.7972, 24.9747, 0.0001, 0.0052, 0.0097
Si, 6.8803, 6.9019, 24.9294, 0.0016, -0.0003, 0.0007
Si, 4.2874, 9.5685, 24.8869, 0.0017, 0.0103, 0.0117
Si, 9.5421, 9.6146, 25.2297, 0.0019, 0.0008, 0.0022
Si, 2.8035, -0.0459, 26.2897, -0.0003, 0.0005, -0.0039
Si, 8.1757, 0.0217, 26.5199, -0.0013, 0.0009, -0.0064
Si, 0.0765, 2.6342, 26.4691, 0.007, 0.0044, -0.0107
Si, 5.488, 2.7287, 26.3119, 0.0014, -0.001, -0.0033
Si, 2.7699, 5.4505, 26.4158, 0.0037, 0.0047, -0.0129
Si, 8.1915, 5.476, 26.3561, -0.0006, -0.0006, -0.0039
Si, 0.05, 8.1606, 26.3723, 0.0032, -0.0026, -0.0063
Si, 5.5217, 8.2015, 26.3938, -0.0007, -0.0022, -0.0059
Si, 4.1018, 1.3673, 27.7628, 0.0467, 0.0007, -0.6577
Si, 9.5708, 1.3673, 27.7628, 0.0999, -0.0188, 0.8615
Si, 1.3673, 4.1018, 27.7628, 0.3137, -0.1787, 0.2536
Si, 6.8362, 4.1018, 27.7628, -0.0976, -0.0003, -0.4025
Si, 4.1018, 6.8362, 27.7628, 0.1563, 0.1542, 0.0509
Si, 9.5708, 6.8362, 27.7628, 0.0764, -0.1084, -0.3026
Si, 1.3673, 9.5708, 27.7628, 0.3571, -0.0466, -0.4769
Si, 6.8362, 9.5708, 27.7628, -0.2033, -0.1828, 0.6838
Si, 0, 0, 29.1301, -0.119, 0.0588, 0.0274
Si, 5.469, 0, 29.1301, -0.0018, -0.0918, 0.0297
Si, 2.7345, 2.7345, 29.1301, -0.0233, 0.1037, 0.0269
Si, 8.2035, 2.7345, 29.1301, 0.1386, 0.0453, 0.0212
Si, 0, 5.469, 29.1301, -0.0753, -0.0416, -0.0152
Si, 5.469, 5.469, 29.1301, -0.0427, 0.0311, 0.0008
Si, 2.7345, 8.2035, 29.1301, 0.0603, 0.0687, 0.011
Si, 8.2035, 8.2035, 29.1301, -0.0389, 0.0964, 0.0126
Si, 1.3673, 1.3673, 30.4973, 0.0236, -0.0531, -0.002
Si, 6.8362, 1.3673, 30.4973, -0.0129, 0.0361, -0.0478
Si, 4.1018, 4.1018, 30.4973, 0.0413, -0.0332, 0.013
Si, 9.5708, 4.1018, 30.4973, -0.0134, 0.014, -0.0105
Si, 1.3673, 6.8362, 30.4973, 0.006, -0.018, -0.0407
Si, 6.8362, 6.8362, 30.4973, 0.0657, -0.0563, -0.004
Si, 4.1018, 9.5708, 30.4973, -0.0555, 0.0119, -0.0159
Si, 9.5708, 9.5708, 30.4973, 0.0832, -0.0968, 0.0031
Si, 2.7345, 0, 0.6835, 0.0371, -0.0193, 0.029
Si, 8.2035, 0, 0.6835, -0.0661, 0.0619, 0.0017
Si, 0, 2.7345, 0.6835, -0.0595, 0.0257, -0.0091
Si, 5.469, 2.7345, 0.6835, 0.0486, -0.0295, 0.0196
Si, 2.7345, 5.469, 0.6835, -0.0368, 0.0321, 0.0107
Si, 8.2035, 5.469, 0.6835, 0.0251, 0.0181, 0.0387
Si, 0, 8.2035, 0.6835, -0.0123, -0.0034, 0.027
Si, 5.469, 8.2035, 0.6835, -0.0743, 0.117, -0.0175
Si, 4.1018, 1.3673, 2.0507, -0.0178, 0.0256, -0.0205
Si, 9.5708, 1.3673, 2.0507, 0.1379, 0.0137, -0.0236
Si, 1.3673, 4.1018, 2.0507, 0.007, -0.0251, 0.0154
Si, 6.8362, 4.1018, 2.0507, -0.0387, -0.0015, 0.0099
Si, 4.1018, 6.8362, 2.0507, 0.0692, -0.0581, -0.0337
Si, 9.5708, 6.8362, 2.0507, -0.0353, 0.0158, 0.0151
Si, 1.3673, 9.5708, 2.0507, -0.1172, -0.0851, 0.0065
Si, 6.8362, 9.5708, 2.0507, 0.0923, -0.1331, -0.0585
Si, 0, 0, 3.418, -0.105, 0.1436, -0.3689
Si, 5.469, 0, 3.418, -0.1376, 0.2653, 0.6152
Si, 2.7345, 2.7345, 3.418, 0.207, -0.1418, -0.1542
Si, 8.2035, 2.7345, 3.418, 0.0103, -0.0267, 0.5365
Si, 0, 5.469, 3.418, -0.0048, -0.0775, 0.2415
Si, 5.469, 5.469, 3.418, -0.2653, -0.0093, -0.4675
Si, 2.7345, 8.2035, 3.418, -0.1395, -0.0737, 0.4719
Si, 8.2035, 8.2035, 3.418, -0.2997, 0.238, -0.8251
Si, 1.3827, 1.3447, 4.7611, 0.0011, 0.002, 0.0043
Si, 6.8, 1.4293, 4.8784, 0.0001, -0.004, 0.0051
Si, 4.0877, 4.1256, 4.7712, -0.0042, -0.004, 0.0036
Si, 9.5891, 4.1048, 4.8383, 0.0043, 0.0007, -0.0014
Si, 1.3452, 6.81, 4.8398, 0.0003, -0.0024, 0.0017
Si, 6.786, 6.8876, 4.6919, -0.0103, -0.0018, 0.0071
Si, 4.0411, 9.6079, 4.8424, -0.0012, 0.0063, 0.0036
Si, 9.4617, 9.6506, 4.6974, 0.004, 0.0058, 0.0072
Si, 2.6687, 0.0225, 6.279, -0.0007, -0.0132, -0.0069
Si, 8.1299, -0.0173, 6.2258, -0.0024, 0.0052, -0.0028
Si, 0.0584, 2.679, 6.1794, -0.0054, 0.0017, -0.007
Si, 5.4941, 2.9206, 6.2578, 0.0142, 0.0052, -0.0093
Si, 2.6593, 5.3333, 6.2352, -0.002, 0.0038, -0.0002
Si, 8.1772, 5.597, 6.0579, 0.0089, -0.0008, 0.0017
Si, -0.1373, 8.2688, 5.9982, -0.0008, -0.0062, -0.0067
Si, 5.3806, 8.154, 6.1149, 0.0051, 0.0029, -0.0071
Si, 3.7767, 1.8017, 7.4249, -0.0003, -0.0149, 0.0139
Si, 10.0236, 0.8921, 7.3445, -0.0163, 0.0049, 0.0055
Si, 1.8532, 3.4389, 7.572, -0.0036, 0.0146, -0.0003
Si, 6.4011, 4.9499, 7.4217, 0.016, -0.0027, 0.0336
Si, 4.4278, 6.3653, 7.3575, -0.0132, 0.0073, 0.0109
Si, 8.9434, 7.4871, 7.2636, -0.0033, -0.0099, -0.0015
Si, 0.6845, 10.0005, 7.3115, 0.0128, -0.0009, 0.0015
Si, 7.1089, 9.0819, 7.3925, -0.0067, 0.008, 0.0079
O, 0.5173, 9.2313, 8.8011, 0.0008, 0.0033, -0.0051
O, 1.2458, 3.6485, 9.1348, -0.0009, -0.0031, -0.0047
O, 9.7747, 1.3292, 8.9461, 0.0042, 0.0013, -0.0055
O, 6.5838, 9.1938, 8.9798, 0.0043, 0.0006, -0.0147
O, 4.5457, 1.2087, 8.7836, -0.0096, 0.0052, -0.0186
O, 3.8541, 6.6679, 8.8939, -0.0002, -0.0003, -0.0177
O, 7.0244, 5.4398, 8.9115, 0.0218, -0.0066, -0.0158
N, 9.2192, 7.3135, 9.0157, 0.0018, -0.0128, -0.0018
O, 2.2882, 3.2222, 22.1915, -0.0033, 0.0032, 0.0082
O, 6.0278, 11.0733, 22.0113, 0.0012, -0.0058, 0.015
O, 8.4577, 2.6756, 22.3972, -0.0014, 0.0013, 0.0076
O, 0.0312, 4.6737, 22.3643, 0.0056, -0.0022, 0.0076
O, 8.7391, 8.4578, 22.3403, -0.0069, 0.0032, 0.0104
O, 2.8981, 8.1882, 22.2305, 0.0068, -0.0002, 0.012
O, 5.6499, 5.6911, 22.1016, -0.0053, 0.0006, 0.0194
O, 10.5948, 10.4391, 22.3353, -0.003, 0.0062, 0.01
Si, 1.3626, 4.3624, 21.4374, -0.0052, -0.0035, -0.0114
Si, 1.5271, 3.73, 15.7123, -0.0008, 0.0014, 0
Si, 8.7658, 0.604, 10.0096, -0.0021, 0.0045, 0.0104
Si, 6.2251, 0.8339, 20.5437, -0.0003, 0.0016, -0.0148
Si, 0.3563, 13.392, 19.3654, -0.0008, -0.0015, -0.0061
Si, 4.0897, 6.7866, 10.5032, 0.0052, 0.0005, 0.0122
Si, 10.0992, 9.0423, 21.6129, -0.0015, 0.0017, -0.012
Si, 3.6577, 7.5811, 19.0188, 0.0041, 0.0012, -0.0036
Si, 8.6384, 5.4615, 19.4201, 0.0024, 0.0009, 0.0004
Si, 5.1197, 14.0879, 19.0729, -0.0001, -0.0015, -0.0048
Si, 0.2282, 10.6288, 14.6398, -0.0012, -0.0023, 0.0005
Si, 6.0414, 9.2941, 10.5274, 0.0005, -0.0055, 0.0133
Si, -2.4384, 1.9173, 12.9499, -0.0028, -0.0001, 0.0078
Si, 4.8396, 10.2673, 18.1346, -0.0003, 0.0012, -0.0056
Si, 8.3145, 0.1531, 15.3711, 0.0019, 0.0011, 0.0011
Si, 6.1928, 3.6411, 13.9838, 0.0026, 0.0011, 0.0019
Si, 12.7766, 7.3911, 21.2727, -0.0039, -0.0003, -0.0157
Si, -3.7369, 8.7074, 16.72, -0.002, 0.0014, -0.0039
Si, 0.5615, 2.3327, 13.2471, -0.0006, -0.0016, 0.0089
Si, 5.9596, 6.627, 14.8419, -0.0005, 0.0009, -0.0001
Si, 3.1918, 6.3867, 16.2795, -0.0021, -0.0008, -0.0052
Si, 7.0258, 13.4117, 16.5548, 0.0017, -0.0016, -0.0046
Si, 1.5157, 3.7453, 10.7539, 0.0037, 0.0101, 0.0211
Si, 8.3156, 5.9976, 9.799, -0.0071, -0.0356, 0.0222
Si, 1.1056, 6.7753, 11.5932, -0.002, -0.0023, 0.0004
Si, 7.5349, 7.6043, 12.3824, -0.0009, 0.0008, 0.0076
Si, 8.8193, 2.509, 20.8317, 0.0038, 0.0035, -0.0128
Si, 2.7858, 12.7126, 17.7919, -0.0005, -0.0023, -0.0025
Si, 5.7103, 5.8984, 20.4823, -0.0005, 0.0033, -0.0133
Si, 5.6912, 1.2156, 9.9481, 0.0039, 0.0002, 0.0177
Si, 4.6248, 3.8299, 11.428, 0.0029, 0.0016, 0.0086
Si, -0.5316, 7.9325, 13.7579, -0.0032, 0.0046, 0.0055
Si, -0.7284, 8.6173, 9.694, 0.0053, -0.0087, 0.0235
Si, -1.2599, 3.8372, 17.0897, 0.0006, 0.0017, -0.0034
Si, 0.639, 8.3399, 16.3524, 0.0012, 0.0018, -0.0025
Si, -1.3285, 8.2237, 18.8194, -0.0003, -0.0001, -0.0037
O, 4.857, 3.6727, 13.0409, -0.0038, 0.0002, -0.0057
O, 9.2688, -0.9889, 10.0643, 0.001, -0.0005, -0.007
O, 1.9896, 7.4642, 16.2595, 0.0012, -0.0005, 0.0007
O, 1.4074, 3.4344, 14.1083, -0.0006, -0.0011, -0.0044
O, 8.2072, 8.4788, 17.9964, 0.0027, -0.0006, 0.003
O, 5.1048, 4.6186, 19.7129, 0.0002, 0.0018, 0.0004
O, 0.9093, 5.1989, 11.1979, 0.0088, -0.007, -0.0067
O, 2.1468, 5.7913, 21.4789, 0.0023, 0.0007, 0.0011
O, 0.0404, 4.2565, 16.1978, 0.0006, -0.0001, -0.0001
O, 4.8387, 5.4128, 11.029, -0.003, 0.0008, -0.0015
O, -1.2916, 6.7532, 19.5816, -0.0002, -0.0003, -0.0002
O, 6.3055, 7.3889, 13.44, 0.0002, -0.0003, -0.0016
O, 3.6802, 3.0121, 18.3482, 0.0025, 0.0018, 0.0003
O, 5.852, 9.5718, 17.0618, -0.0004, 0, -0.0006
O, 8.9478, 7.5673, 13.1774, -0.0032, 0.0004, -0.0025
O, 5.5627, 2.6796, 10.6976, 0.0005, -0.0059, -0.0068
O, 11.2871, 7.9035, 21.6934, 0.0005, -0.0001, 0.0034
O, 6.3306, 13.8525, 17.9689, -0.0027, 0.0014, 0.0046
O, -3.714, 9.0286, 11.6337, -0.0026, 0.0034, -0.0068
O, 0.8198, 2.5629, 11.6457, 0.0012, 0.0066, -0.0111
O, 7.4881, 11.8427, 16.5749, 0, 0.0004, 0.0006
O, -0.6718, 2.7196, 18.1269, 0.0039, -0.0016, 0.0042
O, 5.9917, 2.6805, 15.2981, 0.001, -0.0001, -0.0009
O, 10.3285, 1.8919, 20.5671, -0.003, -0.0013, 0.0034
O, 4.8259, 7.2121, 20.0987, -0.0006, -0.0004, 0.0021
O, 5.4065, -0.1506, 10.8289, -0.0007, 0.0044, -0.0066
O, 5.2394, 2.1232, 20.3429, 0.0006, -0.0019, 0.0039
O, 9.9301, 11.2868, 15.4998, -0.0002, 0.0008, 0
O, -3.0328, 11.6554, 13.8965, -0.0014, 0.0025, -0.0037
O, 3.8057, 6.5105, 17.7916, 0.002, -0.0001, 0.0035
O, 9.2584, 4.6858, 10.0689, 0.4527, 0.0392, -0.3545
O, 7.6609, 6.4555, 11.2261, 0.0001, 0.001, -0.0045
O, 1.0061, 14.8092, 19.923, 0.0026, 0.0042, 0.005
O, 3.851, 11.4721, 17.5646, -0.0005, 0.0014, -0.0005
O, -2.9775, 9.5127, 15.5151, 0.0005, -0.002, 0.0007
O, 2.1685, 7.601, 19.6977, -0.0051, -0.0004, 0.008
O, 7.4181, 3.1371, 13.0192, -0.0003, -0.0002, -0.0015
O, 8.4346, 3.2456, 16.2143, -0.001, -0.0006, -0.0009
O, -1.9889, 16.0162, 17.8595, -0.0012, 0.0025, 0.0019
O, 0.6905, 7.0034, 13.1583, 0.0029, -0.0051, -0.005
O, 8.7669, 4.0419, 20.2346, -0.001, -0.0038, 0.0014
O, 7.2105, 6.0949, 19.8808, -0.0025, -0.0012, -0.0004
O, -4.1724, 7.258, 16.1155, 0.0003, 0.0001, 0.0003
O, 3.0966, 3.5187, 11.0087, -0.0101, 0.0035, -0.004
O, 2.6237, 4.8931, 15.9824, 0.0005, -0.0001, 0.0006
O, 4.3527, 6.6985, 15.1659, 0.0004, 0.0002, 0
O, 11.0132, 7.8391, 10.8874, -0.0037, 0.001, -0.0087
O, 11.9492, 11.7843, 13.7926, 0.0014, 0.0026, -0.0026
O, 5.7894, 10.7149, 19.3836, 0.0037, 0.0035, 0.0081
O, -0.038, 8.4033, 17.8286, -0.0017, -0.0003, 0.0015
O, 2.6723, 7.0744, 11.27, -0.0041, -0.0043, -0.003
O, -0.2726, -1.3992, 13.5158, -0.0001, -0.0028, -0.0015
O, 2.0353, 24.2161, 16.4436, 0.0002, -0.0015, 0.0017
O, 7.7479, 1.3988, 20.2646, -0.0009, -0.0002, 0.0023
O, 1.5752, 12.3981, 18.884, -0.0015, 0.0018, 0.0002
O, -4.4574, 5.1043, 14.6258, 0.0004, -0.0005, 0.0003
O, -3.6918, 0.9718, 9.4285, -0.0028, -0.0004, -0.0036
O, 9.7575, 9.32, 20.0341, 0.002, -0.0002, 0.0065
O, -5.9879, 8.1253, 10.7892, -0.0026, 0.0011, -0.0036
O, 1.0949, 9.8222, 15.7753, 0, -0.0008, 0.0003
O, -1.0342, 2.5188, 13.5096, 0.002, 0.0007, -0.0015
O, 3.7921, 9.1225, 18.565, -0.0045, -0.0041, 0.0019
O, -0.4955, 7.6768, 15.372, -0.0005, -0.0007, -0.0019
O, 8.7945, 1.2767, 11.4849, 0.0011, -0.0009, -0.0078
H, 10.0995, 4.6372, 9.5652, -0.47, 0.0191, 0.3133

Results
free energy: -129241.117 eV
free energy less fixed offsets of H -15.97, N -385.13, O -568.88, Si -635.61 eV per atom: 2.023 eV

The program warned: the cutoff lies below the one the program advises for these potential files; the forces do not sum to zero within the program's tolerance; the exchange-correlation potential is rough where the density is thin.
